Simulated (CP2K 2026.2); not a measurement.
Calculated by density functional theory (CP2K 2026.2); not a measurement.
Periodic cell of 504 atoms, Si360O144, from a study of silicon, its oxide and their interface. The atomic structure is a simulated model.
Doubt: the forces sum to 1.15 eV/angstrom along one axis rather than to zero, so they err by at least 0.0023 eV/angstrom per atom on average; the grid cutoff is modest.

Settings: functional PBE; method Gaussian and plane waves; basis set DZVP-MOLOPT-SR-GTH; pseudopotentials GTH-PBE; grid cutoff 350 Ry, relative cutoff 50 Ry; k points Gamma only; occupations fixed; spin none; net charge 0.

Cell vectors (angstrom)
a 16.32 0 0
b 0 16.32 0
c 3.7803 -7.63 33.4755

Atoms and the computed forces on them: element, x, y, z (angstrom), force x, y, z (eV/angstrom)
Si 1.685 14.768 0.135 -0.239 -0.039 0.755
Si 4.213 1.04 0.077 -0.012 0.272 0.718
Si 1.286 4.365 0.107 -0.039 -0.223 0.762
Si 4.11 6.576 0.187 -0.006 0.307 0.689
Si 1.127 9.747 0.082 0.133 -0.125 0.786
Si 3.76 12.479 0.098 0.232 -0.077 0.785
Si 6.563 15.321 0.107 0.009 -0.229 0.71
Si 9.611 1.074 0.05 -0.104 0.321 0.735
Si 6.416 4.448 0.183 0.095 -0.159 0.849
Si 12.999 -0.561 33.453 0.226 -0.143 0.807
Si 7.025 9.282 0.164 -0.09 0.111 0.828
Si 13.591 4.428 33.33 -0.197 0.119 0.687
Si 11.947 15.25 0.035 0.212 -0.157 0.764
Si 18.569 -6.055 33.379 0.151 -0.17 0.766
Si 12.473 3.679 0.152 0.137 0.103 0.735
Si 15.375 6.52 0.152 -0.139 -0.026 0.753
Si 15.851 2.22 33.373 0.025 -0.212 0.713
Si 15.178 11.935 0.039 -0.031 0.192 0.721
Si 2.799 -0.083 1.535 -0.009 0.017 -0.032
Si 5.338 2.725 1.362 -0.005 -0.048 -0.055
Si 2.688 5.446 1.611 -0.013 0.01 -0.04
Si 5.373 8.171 1.391 0.02 -0.016 -0.044
Si 2.651 10.919 1.43 -0.002 0.002 -0.049
Si 5.433 13.626 1.312 0.003 -0.008 -0.056
Si 8.092 0.058 1.493 -0.001 -0.026 -0.019
Si 10.848 2.605 1.413 -0.053 -0.028 -0.023
Si 8.133 5.494 1.366 0.02 0.019 -0.073
Si 10.897 8.21 1.201 0.043 -0.008 -0.078
Si 8.26 10.907 1.293 0.036 0.03 -0.025
Si 10.879 13.593 1.303 -0.025 -0.033 -0.03
Si 13.616 0.025 1.278 -0.009 -0.001 -0.059
Si 16.367 2.707 1.261 0.017 0.026 -0.066
Si 13.663 5.364 1.3 -0.028 0.043 -0.068
Si 16.401 8.142 1.466 -0.019 0.027 -0.016
Si 13.585 10.88 1.374 -0.02 -0.007 -0.037
Si 16.325 13.585 1.294 0.001 -0.02 -0.066
Si 1.357 1.35 2.7 -0.011 0.033 -0.004
Si 4.041 4.012 2.834 0.003 0.003 0.048
Si 1.391 6.863 2.9 0.001 -0.003 0.043
Si 4.059 9.56 2.74 -0.011 0.002 -0.006
Si 1.305 12.267 2.778 -0.004 0.018 0.035
Si 4.158 14.902 2.848 0.013 -0.023 0.015
Si 6.76 1.458 2.784 -0.031 0.022 0.008
Si 9.51 4.084 2.678 0.007 0.01 -0.014
Si 6.766 6.823 2.764 -0.023 -0.025 0.047
Si 9.588 9.537 2.683 -0.025 -0.016 0.011
Si 6.831 12.249 2.633 0.002 -0.021 -0.003
Si 9.48 14.909 2.712 0.028 0.007 0.008
Si 12.24 1.286 2.756 0.006 -0.037 0.038
Si 15.006 4.035 2.713 0.025 -0.019 0.009
Si 12.253 6.797 2.575 0.007 0.011 0.001
Si 14.922 9.476 2.73 0.004 0 0.009
Si 12.257 12.284 2.711 -0.005 0.012 0.012
Si 14.96 14.959 2.637 -0.014 0.007 0.002
Si 16.305 -0.011 4.043 -0.008 -0.018 -0.023
Si 2.67 2.674 4.149 0.02 -0.003 -0.003
Si 16.31 5.426 4.123 -0.029 -0.01 -0.029
Si 2.763 8.219 4.181 0.006 -0.018 0.009
Si 16.274 10.867 4.095 0.014 0.025 -0.024
Si 2.715 13.581 4.141 -0.003 -0.017 -0.018
Si 5.469 0.021 4.146 0 -0.008 -0.024
Si 8.164 2.775 4.106 -0.011 -0.006 0.006
Si 5.438 5.421 4.12 0.026 0.014 -0.021
Si 8.18 8.193 4.058 -0.011 0.024 -0.034
Si 5.468 10.909 4.044 -0.002 0.018 -0.009
Si 8.141 13.573 4.081 0.006 0 -0.018
Si 10.867 -0.068 4.084 0.029 0.007 -0.001
Si 13.61 2.694 4.072 -0.018 0.031 -0.032
Si 10.896 5.459 3.996 -0.007 0.006 0
Si 13.562 8.114 4.054 -0.005 0 0.002
Si 10.91 10.894 4.068 0.001 -0.004 -0.017
Si 13.616 13.632 4.061 -0.011 -0.013 0
Si 17.687 -1.362 16.301 0.008 0.003 0.004
Si 4.06 1.346 16.337 -0.01 -0.001 -0.001
Si 17.704 4.084 16.34 0.036 -0.013 0.008
Si 4.11 6.791 16.34 -0.009 -0.005 0
Si 17.691 9.538 16.288 0.009 0.013 -0.003
Si 4.098 12.245 16.324 -0.01 0.006 -0.001
Si 6.769 -1.345 16.333 0 -0.006 0.022
Si 9.511 1.354 16.327 0.005 -0.006 0.004
Si 6.796 4.101 16.339 0.009 0.003 0.015
Si 9.511 6.797 16.33 -0.003 -0.002 0.006
Si 6.815 9.515 16.356 -0.003 -0.005 0.018
Si 9.491 12.197 16.242 -0.005 -0.021 -0.008
Si 12.225 -1.337 16.233 0.002 0.011 -0.02
Si 14.967 1.368 16.266 -0.007 0.012 0.003
Si 12.209 4.097 16.337 0.001 0.008 0.014
Si 14.963 6.778 16.317 -0.001 -0.015 0.008
Si 12.252 9.53 16.297 0.006 0.003 0.014
Si 14.967 12.228 16.269 -0.001 0 -0.001
Si 2.702 -0.024 17.714 0.01 -0.006 0.005
Si 5.416 2.73 17.664 -0.01 0.003 0.011
Si 2.731 5.47 17.713 0.007 -0.012 0.014
Si 5.484 8.121 17.723 -0.003 0.006 -0.005
Si 2.764 10.851 17.661 -0.002 -0.015 0.03
Si 5.389 -2.673 17.717 -0.012 0.004 0.022
Si 8.147 -0.002 17.69 -0.004 0.016 0.027
Si 10.873 2.701 17.7 0.01 -0.007 0.015
Si 8.165 5.448 17.725 -0.023 -0.003 0.01
Si 10.879 8.184 17.647 -0.004 -0.011 0
Si 8.184 10.887 17.704 0.046 0.023 0.024
Si 10.856 -2.74 17.509 0.024 0.035 -0.026
Si 13.561 0.04 17.587 -0.024 -0.014 0.026
Si 16.359 2.662 17.651 0.017 -0.014 0.005
Si 13.566 5.463 17.699 -0.02 0.006 0.055
Si 16.33 8.176 17.621 0.009 -0.002 0.011
Si 13.623 10.888 17.655 -0.009 -0.027 0.048
Si 16.331 -2.746 17.618 0.012 0.017 0.025
Si 17.644 1.278 19.103 -0.034 0.013 0.017
Si 4.066 4.062 19.059 0.009 -0.017 -0.04
Si 17.697 6.904 19.029 0.057 0.014 -0.034
Si 4.1 9.465 19.056 -0.053 -0.016 -0.017
Si 17.742 -4.074 18.977 -0.037 0.007 -0.034
Si 4.016 -1.346 19.159 0.024 -0.025 0.002
Si 6.773 1.394 19.03 0.014 -0.011 -0.015
Si 9.514 4.059 19.063 -0.006 -0.015 0.001
Si 6.868 6.822 19.149 0.022 0.002 0.005
Si 9.581 9.528 19.072 -0.003 -0.015 -0.012
Si 6.794 -4.033 19.005 -0.009 0.018 -0.038
Si 9.534 -1.467 18.927 -0.019 -0.017 -0.028
Si 12.24 1.332 19.058 0.009 -0.006 -0.008
Si 14.951 3.998 18.931 -0.039 0.026 -0.04
Si 12.235 6.919 19.069 0.009 -0.015 -0.023
Si 14.986 9.499 19.007 0.01 0.033 0.001
Si 12.199 -4.021 18.898 -0.013 0.031 -0.026
Si 14.902 -1.359 18.868 0.022 -0.023 -0.048
Si 16.198 -0.152 20.359 0.017 0.053 0.068
Si 2.647 2.703 20.434 0.003 -0.006 0.056
Si 16.207 5.513 20.163 -0.032 0.029 0.021
Si 2.739 8.193 20.538 0.014 -0.001 0.051
Si 16.409 10.85 20.292 0.02 -0.021 0.071
Si 2.649 -2.76 20.512 0.041 0.054 0.077
Si 5.408 0.079 20.447 -0.034 0.035 0.044
Si 8.142 2.718 20.445 -0.014 0.003 0.033
Si 5.487 5.403 20.434 0.018 -0.049 0.025
Si 8.267 8.196 20.532 -0.004 -0.028 0.082
Si 5.488 10.865 20.315 0.016 -0.018 0.041
Si 8.165 -2.707 20.379 0.011 0 0.041
Si 10.89 -0.185 20.301 0.065 0.024 0.015
Si 13.703 2.642 20.406 -0.008 -0.095 0.001
Si 10.908 5.437 20.35 0.009 0.03 0.05
Si 13.559 8.354 20.488 -0.087 -0.01 0.072
Si 10.939 10.999 20.35 -0.037 -0.053 0.005
Si 13.542 -2.667 20.229 -0.024 0.016 0.059
Si 17.111 -1.83 21.727 0.177 0.001 -0.777
Si 4.297 1.696 21.792 -0.151 -0.192 -0.768
Si 17.665 4.356 21.496 -0.114 -0.329 -0.671
Si 3.81 6.415 21.702 0.268 0.47 -0.628
Si 17.957 9.878 21.801 -0.116 -0.244 -0.808
Si 3.971 -4.342 21.681 0.054 0.315 -0.703
Si 7.052 -1.078 21.652 -0.135 -0.102 -0.81
Si 9.321 0.994 21.508 -0.078 0.148 -0.7
Si 6.597 3.868 21.847 0.316 0.209 -0.784
Si 9.779 6.874 21.816 -0.178 -0.054 -0.766
Si 7.036 9.826 21.74 -0.057 -0.211 -0.73
Si 9.307 -4.303 21.686 0.036 0.208 -0.796
Si 12.413 -1.281 21.779 -0.158 -0.112 -0.685
Si 14.685 0.93 21.788 0.06 0.165 -0.714
Si 12.605 4.341 21.538 -0.134 -0.074 -0.802
Si 14.725 6.644 21.572 0.089 0.134 -0.718
Si 12.637 10.224 21.79 -0.018 -0.262 -0.686
Si 14.966 -4.048 21.402 0.032 -0.01 -0.537
Si 4.861 8.023 28.48 -0.013 -0.101 0.039
Si 11.697 8.414 23.788 -0.155 0.086 -0.086
Si 5.315 -3.931 28.963 0.06 0.03 0.063
Si 3.709 5.649 24.584 -0.047 0.118 -0.124
Si 6.895 3.458 28.113 -0.05 -0.018 0.104
Si 11.168 2.362 26.398 -0.007 0.148 0.029
Si 10.412 -2.638 28.282 -0.115 -0.085 -0.08
Si 3.796 8.418 31.371 -0.014 0.155 0.052
Si 11.548 6.521 28.3 -0.103 -0.059 0.03
Si 14.118 2.781 26.839 -0.08 -0.134 -0.061
Si 16.231 7.317 30.443 -0.074 0.074 0.113
Si 3.226 8.39 25.832 0.083 -0.051 -0.056
Si 15.547 5.479 26.234 0.151 -0.075 -0.122
Si 16.024 -0.992 26.716 -0.102 0.033 0.115
Si 10.938 -2.979 24.071 0.085 0.048 -0.181
Si 5.049 -0.921 28.944 -0.038 -0.033 0.045
Si 17.303 0.212 31.609 0.01 0.105 0.103
Si 17.262 -3.577 25.827 -0.076 0.004 -0.045
Si 4.644 3.555 26.27 0.027 -0.065 -0.038
Si 6.011 -0.934 25.915 -0.179 -0.007 -0.017
Si 14.404 7.032 28.207 -0.003 -0.073 0.124
Si 5.096 -2.433 23.654 0.075 -0.098 -0.032
Si 6.845 -4.652 26.339 -0.028 -0.064 -0.028
Si 10.393 8.694 26.593 0.039 0.013 -0.017
Si 15.8 1.429 24.736 -0.003 0.071 -0.05
Si 9.248 4.762 26.884 0.078 0.025 -0.13
Si 16.363 -5.955 29.573 -0.13 -0.051 -0.051
Si 18.553 -4.004 28.681 -0.056 0.217 0.038
Si 14.199 0.513 28.632 -0.035 -0.108 -0.1
Si 11.613 5.917 31.458 0.213 -0.069 0.024
Si 10.84 2.792 23.489 -0.075 0.07 -0.154
Si 13.908 -6.321 28.005 -0.021 0.17 0.134
Si 7.388 8.872 26.958 -0.061 -0.006 -0.048
Si 6.883 -4.764 31.43 -0.106 0.015 0.132
Si 14.757 7.659 24.318 0.191 0.118 -0.117
Si 14.843 -1.074 31.078 -0.098 -0.109 0.077
Si 16.947 9.755 24.805 0.076 0.062 -0.148
Si 6.506 0.504 31.371 -0.075 -0.117 0.135
Si 12.418 -5.552 30.664 0.068 -0.043 0.094
Si 8.725 1.754 29.675 0.022 -0.018 -0.108
Si 18.578 5.713 30.855 0.013 -0.015 -0.002
Si 9.486 3.622 31.625 -0.041 0.022 0.063
Si 9.97 -4.117 30.881 -0.034 -0.147 0.094
Si 11.718 -4.821 26.477 0.002 -0.025 -0.118
Si 18.253 -0.981 28.947 0.036 -0.135 0.116
Si 8.544 4.958 23.899 -0.082 0.012 0.027
Si 5.742 9.496 24.614 0.126 0.02 -0.066
Si 11.153 0.257 28.402 -0.062 0.12 0.118
Si 3.924 0.944 24.799 0.045 -0.015 -0.041
Si 8.631 -2.26 25.906 0.011 -0.021 -0.036
Si 17.452 3.949 24.416 -0.097 -0.044 -0.072
Si 18.719 -1.373 24.153 0.021 0.033 -0.007
Si 14.717 -3.807 31.011 0.105 -0.013 -0.032
Si 4.425 4.866 28.842 0.05 0.008 0.012
Si 1.346 14.971 5.446 -0.002 0.01 -0.005
Si 4.062 1.339 5.489 0.001 0.007 0.002
Si 1.345 4.073 5.485 -0.01 0.003 -0.005
Si 4.1 6.8 5.483 0.011 0.012 0.004
Si 1.342 9.549 5.479 -0.003 0 -0.004
Si 4.096 12.222 5.457 0.013 0.002 -0.009
Si 6.826 14.959 5.464 -0.004 0.007 0.007
Si 9.523 1.353 5.416 0 -0.004 -0.016
Si 6.809 4.098 5.485 -0.011 -0.004 0.008
Si 9.536 6.806 5.398 0.01 -0.014 -0.018
Si 6.814 9.541 5.422 -0.005 -0.001 -0.007
Si 9.522 12.225 5.431 0.001 -0.003 -0.006
Si 12.242 14.941 5.453 -0.018 -0.013 0.008
Si 14.96 1.34 5.438 0.005 -0.009 -0.021
Si 12.24 4.088 5.393 -0.003 0.017 -0.012
Si 14.926 6.783 5.445 0.006 0.004 -0.004
Si 12.243 9.511 5.424 0.003 0.002 -0.001
Si 14.94 12.248 5.441 -0.001 0.003 -0.003
Si 2.701 -0.013 6.834 0 0.001 -0.004
Si 5.435 2.721 6.818 0.007 0.005 -0.006
Si 2.719 5.441 6.823 0.001 -0.003 -0.008
Si 5.469 8.174 6.806 0.008 -0.023 -0.004
Si 2.726 10.884 6.828 0 0.002 -0.005
Si 5.444 13.602 6.807 -0.01 0.004 -0.003
Si 8.18 0.006 6.809 0.003 -0.013 -0.002
Si 10.884 2.725 6.766 0.001 -0.004 -0.013
Si 8.185 5.464 6.801 -0.017 0.002 0.005
Si 10.878 8.159 6.784 -0.004 0.015 -0.005
Si 8.164 10.882 6.802 -0.002 0.008 -0.001
Si 10.878 13.582 6.801 0.024 0.002 0.005
Si 13.595 -0.005 6.804 -0.013 -0.007 0.002
Si 16.304 2.703 6.818 -0.005 0.015 0
Si 13.577 5.427 6.8 0.003 0.007 0.001
Si 16.302 8.152 6.799 0.003 -0.003 -0.008
Si 13.593 10.875 6.796 0.005 0.002 0.004
Si 16.31 13.601 6.8 -0.003 -0.012 -0.009
Si 1.351 1.36 8.182 0.004 -0.004 0
Si 4.081 4.083 8.178 -0.001 0.005 0.002
Si 1.349 6.801 8.165 -0.006 -0.001 -0.003
Si 4.088 9.513 8.167 -0.012 -0.003 0
Si 1.359 12.251 8.166 0.019 0.018 0.002
Si 4.078 -1.369 8.171 -0.006 -0.009 0
Si 6.802 1.357 8.164 -0.007 -0.007 0.001
Si 9.529 4.078 8.145 0.011 0.001 -0.003
Si 6.819 6.811 8.166 0.014 0.023 0.007
Si 9.52 9.514 8.153 -0.008 -0.012 0.006
Si 6.805 12.242 8.162 0 0 -0.003
Si 9.531 -1.362 8.162 0.012 0.007 -0.002
Si 12.235 1.369 8.147 0.014 0.009 -0.001
Si 14.944 4.074 8.161 -0.006 -0.011 0.004
Si 12.231 6.801 8.153 -0.006 -0.012 0.002
Si 14.956 9.52 8.158 0.005 0.006 -0.005
Si 12.234 12.227 8.163 -0.025 -0.015 0.003
Si 14.952 -1.364 8.164 0.007 0.003 0.004
Si 16.31 -0.003 9.527 0.002 0 0.004
Si 2.719 2.722 9.532 -0.007 0 0.001
Si 16.311 5.434 9.518 0.001 -0.001 -0.005
Si 2.721 8.154 9.522 0.006 -0.006 0
Si 16.324 10.876 9.516 -0.003 -0.011 -0.006
Si 2.719 13.599 9.53 -0.001 0.002 0.005
Si 5.438 -0.001 9.52 -0.004 -0.001 -0.004
Si 8.162 2.726 9.512 0.001 0.006 -0.001
Si 5.448 5.45 9.521 0.003 -0.01 -0.007
Si 8.169 8.164 9.529 0 -0.002 0.008
Si 5.445 10.88 9.519 0.001 0.007 0.003
Si 8.162 13.604 9.519 -0.003 0.007 0.008
Si 10.882 0.008 9.516 -0.004 -0.009 -0.003
Si 13.59 2.719 9.522 -0.005 0.007 0.003
Si 10.879 5.437 9.512 0 0.005 0.005
Si 13.596 8.157 9.514 0.002 0.005 0.001
Si 10.875 10.871 9.519 0.01 0.008 0.002
Si 13.592 13.595 9.52 0.003 -0.005 0
Si 1.362 -1.354 10.88 0 0 -0.002
Si 4.084 1.361 10.883 0.008 -0.005 0.003
Si 1.356 4.083 10.884 0 0.003 0.005
Si 4.082 6.8 10.886 -0.011 0.002 0.001
Si 1.366 9.517 10.881 0.009 0.004 0.006
Si 4.081 12.234 10.878 -0.011 0.003 -0.002
Si 6.796 -1.359 10.879 -0.003 0.001 -0.004
Si 9.515 1.364 10.876 0.007 -0.004 -0.002
Si 6.804 4.084 10.878 -0.002 0.003 0.001
Si 9.521 6.791 10.877 0.003 -0.009 0.002
Si 6.802 9.522 10.881 0.001 -0.004 0
Si 9.517 12.237 10.875 0.004 -0.013 -0.003
Si 12.235 -1.355 10.877 -0.001 0.014 0.007
Si 14.952 1.361 10.879 0 0 -0.001
Si 12.236 4.086 10.878 -0.001 0.002 -0.003
Si 14.959 6.8 10.876 -0.002 -0.004 -0.002
Si 12.236 9.512 10.876 -0.005 -0.004 0.003
Si 14.961 12.233 10.871 0.007 0.005 -0.004
Si 2.721 0.004 12.241 -0.003 0 0.003
Si 5.445 2.723 12.239 -0.004 0.01 -0.011
Si 2.723 5.437 12.246 -0.002 -0.009 0.004
Si 5.443 8.165 12.242 0.008 0.005 0.002
Si 2.731 10.873 12.241 0.007 0.004 0.009
Si 5.435 -2.722 12.234 -0.006 -0.006 -0.006
Si 8.146 0.01 12.236 -0.005 -0.008 0.002
Si 10.871 2.731 12.233 0.008 0.01 0
Si 8.157 5.443 12.243 0.003 -0.003 -0.01
Si 10.881 8.146 12.233 -0.01 -0.011 0.002
Si 8.161 10.879 12.24 -0.002 0.015 0.003
Si 10.868 -2.714 12.23 -0.001 -0.005 -0.002
Si 13.593 0.007 12.239 0.016 0.002 0.006
Si 16.314 2.721 12.238 -0.004 -0.008 -0.003
Si 13.598 5.446 12.238 0.007 0 0.001
Si 16.329 8.149 12.238 -0.009 -0.007 -0.004
Si 13.602 10.872 12.227 -0.005 -0.002 0
Si 16.324 -2.723 12.222 0.008 0.004 -0.004
Si 17.683 1.37 13.596 -0.004 0.006 -0.002
Si 4.087 4.076 13.604 0.005 -0.014 0
Si 17.69 6.796 13.613 0.02 -0.006 0.004
Si 4.093 9.522 13.613 -0.013 -0.003 0.002
Si 17.69 12.245 13.581 -0.01 0.012 -0.009
Si 4.081 -1.36 13.596 0.005 -0.011 -0.006
Si 6.796 1.371 13.612 -0.001 0 0.004
Si 9.509 4.079 13.602 -0.005 0.004 -0.003
Si 6.8 6.805 13.602 -0.007 0.003 -0.004
Si 9.516 9.5 13.586 0.015 -0.009 -0.006
Si 6.79 12.235 13.59 0.007 0.003 0.001
Si 9.494 -1.36 13.588 -0.003 0.014 0
Si 12.236 1.383 13.591 -0.028 -0.003 0.001
Si 14.959 4.088 13.594 -0.006 0.004 -0.008
Si 12.236 6.796 13.604 0.009 -0.005 0.002
Si 14.962 9.507 13.585 0.012 0.003 0.001
Si 12.238 12.241 13.572 0.009 -0.001 0.002
Si 14.967 -1.362 13.573 0.002 -0.012 0.002
Si 16.326 -0.007 14.932 0 -0.003 -0.003
Si 2.725 2.72 14.967 0.008 0.021 -0.002
Si 16.328 5.424 14.965 -0.009 -0.012 0.002
Si 2.743 8.153 14.972 -0.001 -0.001 0
Si 16.33 10.878 14.918 -0.003 -0.005 0
Si 2.729 -2.727 14.953 -0.01 -0.008 0.007
Si 5.425 0.007 14.96 -0.001 0.002 0.003
Si 8.155 2.731 14.98 -0.004 0.004 0.002
Si 5.447 5.441 14.958 -0.008 -0.005 -0.009
Si 8.156 8.16 14.971 0.003 -0.007 0
Si 5.461 10.878 14.977 0.005 0.019 0.01
Si 8.121 -2.715 14.952 0.003 -0.015 0.007
Si 10.851 0.022 14.918 0.012 -0.004 -0.002
Si 13.588 2.753 14.958 0.026 0.009 0.009
Si 10.862 5.441 14.959 -0.014 -0.017 -0.001
Si 13.608 8.15 14.956 -0.007 -0.004 0.008
Si 10.888 10.861 14.915 -0.017 0.011 -0.006
Si 13.605 -2.719 14.921 0.003 0.01 0.011
O 6.964 -0.695 32.361 -0.168 -0.123 -0.078
O 13.219 8.015 24.066 0.007 0.01 0.196
O 3.758 -1.603 23.287 -0.18 0.267 -0.575
O 16.728 1.658 32.087 0.083 0.283 -0.441
O 7.655 2.083 28.511 -0.308 -0.397 -0.138
O 18.226 -2.561 29.375 -0.264 0.005 0.4
O 7.139 4.41 23.298 -0.326 -0.093 0.313
O 15.535 -5.155 30.703 0.074 -0.074 0.483
O 13.652 5.491 22.046 -0.091 0.063 0.407
O 17.403 -4.954 32.977 0.055 -0.104 -0.477
O 4.366 8.69 29.88 0.214 0.299 -0.126
O 14.557 8.693 33.149 -0.208 -0.167 -0.384
O 6.256 9.354 23.093 -0.093 -0.286 0.171
O 7.069 -6.138 32.272 -0.481 -0.429 -0.212
O 7.871 -3.659 25.587 0.157 -0.105 -0.317
O 8.879 6.268 23.027 -0.218 0.226 0.106
O 3.754 3.18 33.076 -0.214 -0.096 -0.57
O 14.657 6.322 25.203 -0.428 -0.108 -0.291
O 17.649 0.042 30.046 0.176 0.339 -0.326
O 18.208 4.837 32.163 -0.466 -0.129 -0.29
O 8.192 -0.011 22.167 0.096 -0.161 0.557
O 14.81 0.188 30.081 0.071 0.463 0.179
O 3.941 -2.185 33.041 -0.102 0.047 -0.273
O 11.046 7.589 22.559 0.409 0.135 0.059
O 12.985 5.204 31.998 0.058 0.082 -0.543
O 19.257 -6.666 32.007 -0.003 0.088 -0.525
O 14.676 -0.639 27.57 -0.347 -0.439 -0.221
O 10.811 8.166 25.111 -0.075 -0.472 -0.072
O 14.999 -2.432 30.193 -0.067 0.009 -0.547
O 4.815 -3.894 23.026 0.122 -0.161 0.144
O 10.12 2.343 32.352 -0.163 -0.299 -0.324
O 10.324 1.527 22.664 0.085 -0.116 0.343
O 10.004 -3.808 23.058 -0.074 -0.129 0.347
O 3.891 8.577 27.3 -0.146 0.291 0.029
O 9.941 -2.074 24.98 0.109 0.539 0.044
O 19.647 4.841 30.016 -0.112 -0.433 0.227
O 2.827 10.933 22.185 0.247 -0.177 0.236
O 14.727 3.321 32.853 0.105 -0.06 -0.417
O 17.571 -1.018 23.074 -0.229 0.536 0.46
O 12.07 3.607 22.875 0.341 0.09 0.382
O 16.151 -0.858 32.01 0.006 -0.28 0.536
O 8.872 8.243 26.94 0.056 -0.614 0.202
O 3.073 6.801 25.531 -0.543 -0.213 0.245
O 11.831 9.926 23.202 -0.389 0.462 0.249
O 14.764 7.078 29.788 -0.529 -0.304 0.351
O 3.69 1.232 23.225 -0.337 0.03 0.137
O 5.392 0.314 25.091 0.308 0.208 0.075
O 14.731 1.933 28.076 0.451 0.226 0.277
O 11.737 -3.996 25.07 0.513 -0.259 -0.143
O 8.064 4.039 32.257 -0.32 -0.192 -0.478
O 12.524 2.966 27.032 -0.093 0.199 0.348
O 9.062 -2.091 33.195 0.052 -0.02 -0.31
O 17.077 2.443 24.913 0.444 -0.132 0.422
O 15.438 -5.806 28.24 0.112 0.163 -0.567
O 9.352 3.195 30.079 0.147 0.261 -0.585
O 4.275 6.426 23.274 0.247 0.226 0.228
O 12.665 -6.257 32.096 -0.386 -0.161 -0.128
O 11.847 0.533 33.059 -0.112 0.071 -0.43
O 18.652 -0.192 32.381 0.168 0.363 -0.239
O 13.476 -0.106 22.22 -0.068 0.017 0.275
O 14.475 2.035 25.45 -0.417 -0.205 -0.333
O 6.403 -1.79 22.964 0.252 -0.11 0.28
O 16.868 5.016 25.47 0.401 0.19 0.04
O 7.89 1.191 30.925 0.408 0.096 0.32
O 6.642 8.523 25.556 -0.035 -0.44 -0.17
O 6.008 -3.746 32.339 0.238 0.158 -0.33
O 4.907 4.822 25.289 0.454 0.193 -0.2
O 8.649 5.317 25.473 -0.128 0.534 0.045
O 7.61 -1.026 25.701 0.191 0.595 -0.276
O 10.862 0.894 26.958 -0.221 -0.146 -0.518
O 7.98 4.635 27.87 0.046 0.236 0.331
O 5.302 -2.412 29.506 0.018 0.062 0.63
O 5.328 -2.288 25.261 -0.278 -0.289 0.553
O 16.117 0.004 25.436 0.395 -0.415 -0.172
O 4.775 6.414 28.548 -0.118 0.033 -0.255
O 15.993 -2.981 22.192 0.086 -0.141 0.308
O 15.748 6.457 27.5 0.6 0.251 0.345
O 19.082 -0.149 25.166 -0.367 0.166 0.789
O 15.453 7.258 22.904 0.414 0.218 0.254
O 15.198 -3.411 32.502 -0.144 0.358 -0.082
O 15.462 1.316 23.163 0.159 0.314 0.213
O 13.08 6.133 27.925 0.264 -0.496 -0.044
O 16.044 -2.545 26.198 -0.478 -0.39 -0.102
O 6.492 5.99 33.037 -0.072 -0.071 -0.3
O 11.398 2.184 24.841 0.308 -0.578 0.033
O 17.29 6.168 29.973 0.037 -0.209 -0.719
O 6.102 -4.886 30.016 0.067 -0.468 -0.078
O 5.023 8.073 32.357 0.243 0.489 -0.006
O 3.828 2.303 25.657 -0.315 0.086 0.28
O 11.907 -2.033 23.158 -0.076 -0.205 0.538
O 16.654 8.834 30.015 0.311 0.027 0.12
O 8.179 10.923 22.166 0.257 0.036 0.515
O 10.749 -3.741 32.243 0.638 -0.182 -0.266
O 14.066 8.466 27.559 -0.01 -0.075 -0.646
O 10.442 4.878 31.784 -0.069 0.206 0.329
O 5.731 -0.77 27.489 0.269 0.236 0.06
O 16.218 7.13 32.043 -0.004 -0.117 -0.018
O 19.198 7.105 31.375 -0.333 0.167 0.321
O 9.615 3.802 23.632 0.095 -0.12 -0.256
O 11.277 8.042 27.789 0.431 0.25 0.209
O 17.352 -0.781 27.624 0.179 0.364 -0.253
O 16.882 4.039 22.9 -0.686 -0.107 0.233
O 8.403 -4.313 31.153 0.019 0.277 -0.182
O 11.276 7.234 32.321 0.47 0.458 -0.37
O 13.867 -5.045 22.185 0.196 -0.134 0.31
O 11.517 6.334 29.906 0.086 0.259 -0.092
O 5.8 4.039 29.181 0.054 0.028 0.694
O 10.635 -6.03 26.504 -0.242 0.092 0.175
O 10.048 -2.937 29.806 0.009 0.314 0.062
O 5.431 2.794 22.219 -0.088 -0.008 0.329
O 18.294 -2.752 24.875 0.094 -0.407 -0.22
O 5.898 -5.32 25.208 -0.19 0.444 -0.446
O 3.482 -0.589 28.719 0.157 0.28 -0.443
O 10.826 -5.402 30.363 -0.249 -0.326 -0.075
O 13.084 -6.317 29.406 -0.06 -0.402 -0.042
O 3.8 4.131 27.537 -0.712 -0.191 -0.028
O 5.574 1.523 32.2 0.13 -0.025 -0.286
O 6.417 8.393 28.166 0.203 -0.179 0.391
O 2.513 5.445 21.782 -0.015 0.01 -0.034
O 17.319 9.528 23.246 -0.053 -0.307 0.214
O 11.304 -1.319 28.258 0.442 -0.182 0.008
O 15.578 8.889 24.996 -0.244 0.274 0.601
O 12.616 0.7 28.901 -0.065 0.426 0.228
O 14.801 4.207 26.826 -0.052 0.075 0.306
O 13.15 -4.104 30.788 -0.174 0.302 0.002
O 13.175 -5.445 26.855 0.132 0.124 -0.202
O 9.054 -2.351 27.463 -0.458 0.167 0.149
O 4.191 9.064 24.712 -0.257 0.213 -0.54
O 9.195 8.735 33.026 -0.069 -0.039 -0.345
O 6.017 -3.921 27.511 -0.212 0.463 0.037
O 18.111 -3.953 27.139 0.174 -0.372 -0.336
O 9.895 3.3 26.673 -0.21 -0.379 0.194
O 5.696 0.049 30.055 -0.24 0.042 -0.323
O 18.107 9.126 25.754 0.008 -0.023 0.532
O 9.916 0.718 29.339 0.074 -0.311 0.268
O 3.786 -4.402 28.803 -0.103 -0.549 -0.135
O 18.987 4.43 24.305 0.135 -0.426 -0.235
O 6.105 3.072 26.756 0.095 -0.299 -0.137
O 17.761 -5.206 29.391 0.366 -0.208 0.08
O 11.287 -3.82 27.655 0.171 -0.149 0.17
O 7.643 -5.855 27.065 0.466 0.279 0.289
O 16.761 -4.974 25.145 -0.172 0.159 -0.163
O 10.424 5.648 27.542 -0.023 -0.222 -0.155
O 13.531 -1.14 32.018 -0.17 -0.273 -0.367

Results
total energy: -101654.077 eV
total energy less fixed offsets of O -438.35, Si -107.03 eV per atom: -0.877 eV
